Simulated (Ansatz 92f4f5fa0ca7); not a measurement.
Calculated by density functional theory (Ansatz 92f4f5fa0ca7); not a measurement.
Periodic cell of 223 atoms, Si131O90As2, from a study of silicon, its oxide and their interface. The atomic structure is a simulated model.

Settings: functional PBE; potential files Ansatz PAW; basis plane waves; wave-function cutoff 700 eV; density cutoff ratio 5; exchange-correlation grid ratio 1; k mesh 2 x 2 x 1, shifted by 0.5 0.5 0.5 of a step; self-consistency stop 5e-08 eV per atom in the density residual; occupations fixed; spin none; net charge 0.

Cell vectors (angstrom)
a 10.938 0 0
b 0 10.938 0
c 0 0 32.1988

Atoms and the computed forces on them: element, x, y, z (angstrom), force x, y, z (eV/angstrom)
Si 10.5776 0.1267 24.7762 0.1844 0.1765 -0.2515
Si 5.7483 10.6653 24.7407 -0.0052 -0.0457 -0.0799
Si 2.5997 2.9382 24.5419 -0.2054 -0.1256 0.0656
Si 8.5168 2.4863 24.8688 -0.0008 -0.1234 -0.2493
Si 0.2767 5.1092 24.7947 0.0822 -0.0157 -0.1191
Si 5.1481 5.7236 24.6792 -0.0377 -0.0021 -0.0682
Si 2.9397 8.0035 24.6154 0.0426 0.0467 -0.0669
Si 7.9834 8.4496 24.7064 -0.0079 0.0334 -0.0331
As 1.8236 0.8384 25.4057 0.4482 -0.4138 -0.4655
Si 6.875 1.3072 26.0849 0.0123 0.0371 -0.0269
Si 4.0409 4.1132 26.0295 0.0205 -0.0347 -0.0833
Si 9.6394 4.0517 26.1989 -0.003 0.0173 -0.1425
Si 1.4049 6.8092 25.9936 -0.0225 0.0129 -0.0103
Si 6.8109 6.829 25.9714 -0.0472 0.0275 0.0386
Si 4.1533 9.4886 26.006 0.0571 -0.0803 0.1352
Si 9.4679 9.5856 26.1828 0.0191 -0.0815 -0.0787
Si 2.813 -0.0871 27.3705 -0.131 0.1627 -0.1474
Si 8.1631 0.0044 27.5593 -0.0325 -0.0074 0.0111
As 0.1382 2.5804 27.3948 -0.0438 0.1138 0.3754
Si 5.4626 2.7326 27.3529 -0.0076 0.0165 -0.0308
Si 2.7094 5.4625 27.4462 -0.0098 -0.0154 -0.0565
Si 8.1824 5.4793 27.3602 0.0332 -0.029 0.0167
Si 0.0026 8.1743 27.3712 -0.0006 -0.0467 -0.0403
Si 5.494 8.1445 27.4319 -0.0334 0.0356 -0.0577
Si 4.0772 1.3833 28.7364 0.0277 -0.0237 0.1343
Si 9.5519 1.388 28.8534 0.0429 0.0631 0.0686
Si 1.3342 4.1292 28.8247 -0.0664 -0.0804 0.0177
Si 6.8293 4.1028 28.736 -0.01 -0.032 0.1002
Si 4.1051 6.8033 28.7957 0.0356 0.0802 0.0498
Si 9.5556 6.8257 28.7471 0.0427 0.0357 0.1046
Si 1.3569 9.5731 28.7332 0.0216 -0.0382 0.1603
Si 6.8004 9.538 28.8408 -0.0261 -0.0269 0.0124
Si 0.0001 -0.0005 30.1526 0.0674 -0.0651 -0.0843
Si 5.4445 0.0096 30.149 -0.056 0.0725 -0.0295
Si 2.719 2.7509 30.1443 0.0821 -0.0803 -0.055
Si 8.1819 2.7495 30.1655 -0.0281 0.0818 -0.1003
Si -0.0135 5.4848 30.1642 -0.104 0.0454 -0.0765
Si 5.48 5.451 30.1511 -0.0348 0.0121 -0.0416
Si 2.7341 8.2042 30.1328 -0.0463 0.0388 -0.0423
Si 8.2143 8.1895 30.1579 0.001 0.0224 -0.0462
Si 1.3673 1.3673 31.515 0.076 -0.034 0.0092
Si 6.8362 1.3673 31.515 -0.1279 0.0295 0.0214
Si 4.1018 4.1018 31.515 0.0251 -0.0706 0.035
Si 9.5708 4.1018 31.515 -0.0921 0.0937 0.0842
Si 1.3673 6.8362 31.515 -0.0031 0.1523 -0.0138
Si 6.8362 6.8362 31.515 0.0558 -0.099 0.0599
Si 4.1018 9.5708 31.515 -0.1615 0.0182 -0.0177
Si 9.5708 9.5708 31.515 0.041 -0.0372 0.0546
Si 2.7345 0 0.6835 0.0585 -0.0463 0.1481
Si 8.2035 0 0.6835 -0.0376 0.0532 -0.0741
Si 0 2.7345 0.6835 -0.0509 -0.0085 0.0783
Si 5.469 2.7345 0.6835 0.058 -0.0968 0.0733
Si 2.7345 5.469 0.6835 -0.0131 0.1511 -0.1125
Si 8.2035 5.469 0.6835 0.0866 -0.0942 0.1314
Si 0 8.2035 0.6835 0.1447 -0.0601 0.0443
Si 5.469 8.2035 0.6835 -0.0107 0.043 0.0668
Si 4.1235 1.3574 2.0623 0.0382 0.0083 -0.0396
Si 9.5693 1.3566 2.0567 -0.0112 -0.0177 -0.0069
Si 1.3705 4.1186 2.0407 0.0037 0.0217 -0.0194
Si 6.8522 4.0847 2.0623 -0.0002 -0.0189 -0.0111
Si 4.1061 6.8286 2.0575 -0.0087 -0.0018 -0.0009
Si 9.5813 6.8335 2.056 0.0152 0.0012 -0.0178
Si 1.384 9.5501 2.0593 -0.0012 -0.0299 -0.0423
Si 6.8311 9.5895 2.0539 -0.0073 0.0217 -0.0135
Si 0.0009 -0.032 3.3959 -0.0087 0.0243 0.0522
Si 5.4952 0.012 3.4779 -0.0121 -0.002 -0.024
Si 2.7803 2.784 3.3696 -0.0177 -0.0277 0.0696
Si 8.1969 2.6956 3.4565 -0.0002 0.028 -0.0084
Si 0.0263 5.4792 3.4391 -0.0174 -0.0004 0.0014
Si 5.4876 5.464 3.4121 -0.0102 0.0048 0.0324
Si 2.7743 8.2087 3.4551 -0.0176 -0.0081 -0.0085
Si 8.2145 8.2285 3.3856 0.0075 -0.0102 0.0503
Si 1.3978 1.3936 4.6469 0.0136 -0.01 -0.0516
Si 6.8532 1.3486 4.913 -0.007 -0.0113 0.014
Si 4.1628 4.0832 4.8112 0.008 0.0115 -0.0182
Si 9.5825 4.0845 4.7699 -0.0081 -0.0085 0.0048
Si 1.4205 6.8296 4.8248 0.0092 0.0125 0.0023
Si 6.8334 6.8868 4.7383 -0.005 0.0073 -0.0167
Si 4.1426 9.5754 4.853 0.0173 -0.0024 0.0305
Si 9.5663 9.5525 4.8012 -0.0281 -0.015 -0.0263
Si 2.7527 0.1083 6.0701 0.0109 0.0296 0.0147
Si 8.2134 -0.061 6.2753 -0.0098 -0.0034 -0.0207
Si 0.0337 2.6755 6.0554 0.0058 -0.0175 0.0087
Si 5.4838 2.7236 6.2998 -0.0139 0.0034 -0.0221
Si 2.8223 5.4749 6.1858 0.0155 0.0126 -0.006
Si 8.1798 5.4783 6.0524 0.0137 -0.0054 0.0094
Si 0.022 8.1844 6.1633 -0.0108 0.0072 -0.0092
Si 5.5373 8.2208 6.2426 0.0077 0.0015 -0.0206
Si 3.8467 1.5693 7.6137 -0.0447 0.0023 -0.0001
Si 9.8455 1.1402 7.4619 0.04 0.0047 0.0138
Si 1.6411 3.7985 7.323 -0.0057 -0.0345 0.0013
Si 6.6577 4.4122 7.4922 0.0066 0.0603 0.0249
Si 4.4127 6.6305 7.553 0.022 -0.0089 0.0205
Si 9.3783 6.9439 7.4169 -0.0383 0.0039 0.0053
Si 1.1483 9.9163 7.3061 -0.0042 0.0392 0.0108
Si 7.1722 9.226 7.6814 0.0225 -0.0364 0.0103
O 8.3292 8.0903 7.9235 -0.0137 -0.0004 0.0272
O 2.7282 2.7347 7.9648 0.0226 -0.0261 0.0274
O 9.6594 1.4121 24.2802 -0.2393 0.0709 0.1586
O 4.0454 6.8473 24.1233 0.0082 -0.0076 -0.0511
O 0.033 0.023 7.9655 0.0039 0.0021 0.0213
O 5.5302 5.5054 8.0421 0.0058 -0.0046 0.0174
O 6.8786 9.5758 24.1741 0.001 -0.0073 -0.0388
O 1.3344 3.9495 24.214 -0.0646 0.1877 0.0067
O 3.8687 7.3858 8.9401 -0.0145 0.0015 -0.0124
O 0.8312 4.3761 8.6171 -0.0019 0.0257 0.0058
O 9.8237 6.1671 8.8114 0.0212 -0.0002 -0.0077
O 2.1184 9.388 8.5186 -0.0129 -0.0331 0.0081
O 7.5125 3.9261 8.8194 -0.0089 -0.0336 -0.0073
O 4.2848 0.9204 9.0797 0.0109 0.0229 0.0066
O 6.7489 9.5533 9.2379 -0.0003 -0.0075 0.0082
O 9.2214 1.8606 8.8079 -0.0206 0.0063 -0.0017
O 7.8322 3.2526 23.5805 -0.0172 -0.0118 0.0459
O 10.4701 5.7683 23.4869 -0.0016 0.0004 0.0434
O 5.0139 0.423 23.4483 0.0166 0.0769 -0.0532
O 5.7839 4.9846 23.3511 0.092 -0.1208 -0.0398
O 3.2739 2.4791 23.0982 0.066 -0.1223 0.1335
O 2.2743 8.7641 23.2877 -0.0686 -0.0482 -0.0204
O 8.7162 7.7902 23.382 0.0303 -0.0488 -0.0124
O -0.0828 10.1481 23.4425 0.1272 0.0621 0.1363
Si 4.4867 1.5778 22.4269 -0.0493 0.0763 0.0429
Si 3.513 7.9193 14.0435 -0.0045 -0.0004 0.0334
Si 7.1402 0.9471 14.6713 0.0094 -0.0013 0.0334
Si 0.9244 9.2841 22.492 -0.1163 0.1414 0.1638
Si 1.199 4.303 11.8915 -0.0034 0.0095 0.0291
Si 6.2924 8.9522 15.3219 0.0004 -0.0019 0.0372
Si 0.6985 1.3611 12.3123 0.0016 -0.0016 0.0254
Si 8.6638 4.9348 20.5135 -0.0008 -0.009 -0.0114
Si 0.3375 5.711 9.3764 -0.0003 0.0055 0.0047
Si 5.1313 3.1109 17.9443 -0.005 -0.0046 0.0219
Si 0.9099 3.7325 16.7594 -0.0023 0.0033 0.0392
Si 10.4304 2.823 19.2374 0.0132 -0.0124 0.0233
Si 5.2958 1.1757 10.36 0.006 -0.0031 0.0144
Si 0.9156 0.1541 19.857 0.0028 0.0011 0.0478
Si 6.6638 9.4556 10.8762 0.0054 0.0061 0.0219
Si 9.3661 9.6615 18.3347 0.0081 0.0057 0.0258
Si 9.4131 9.2389 12.5795 -0.0014 0.0016 0.0352
Si 6.6548 3.8177 22.605 -0.1027 -0.0424 0.0267
Si 2.452 8.0708 9.3922 -0.0046 -0.0061 0.0041
Si 10.6187 7.355 17.0874 -0.0012 0.0053 0.0281
Si 2.5391 6.2792 16.5928 0.0035 -0.0077 0.0241
Si 10.2011 4.4818 14.2009 0.0033 -0.005 0.0424
Si 6.1706 9.1671 18.5186 0.0005 -0.0045 0.0142
Si 7.9821 2.5729 9.5915 0.0051 0.0011 0.0136
Si 8.9004 2.1404 12.4614 -0.0026 -0.0043 0.0227
Si 5.3692 6.2286 18.075 0.0001 0.006 0.0277
Si 3.9562 0.5402 19.4588 -0.0203 -0.0012 0.0297
Si 4.2956 3.8331 12.0581 -0.0079 0.0008 0.0437
Si 5.5659 6.5935 12.1464 0.0004 0 0.0375
Si 8.0427 2.4872 17.2246 0.0063 -0.0082 0.0308
Si 4.3842 2.4732 14.9735 -0.0078 0.0039 0.0349
Si 1.5625 1.2032 15.2704 -0.0023 -0.001 0.041
Si 1.5949 9.4073 12.0592 0.0108 -0.0063 0.0277
Si 8.0763 6.8405 13.8708 -0.0029 -0.0034 0.0399
Si 10.4065 9.8247 15.4972 0.0009 0.0039 0.0302
Si 9.8623 6.9594 22.5564 0.0437 0.0496 -0.0197
Si 8.1405 5.4668 17.4127 -0.0036 -0.0047 0.0273
O 6.0668 7.9544 11.3042 -0.005 0.0007 -0.0124
O 6.0552 9.1877 16.9021 0.015 -0.0065 -0.0087
O 7.6991 1.3597 13.2026 0.0123 -0.0012 -0.0132
O 0.9132 1.7407 13.883 0.0088 -0.018 -0.0223
O 9.4581 6.2423 16.8895 -0.0071 -0.0042 -0.0203
O 6.7859 6.1914 13.1416 0.0175 0.0198 -0.0195
O 5.1609 4.6448 18.6202 0.0029 -0.0044 -0.027
O 9.2586 2.136 18.2796 -0.0068 0.0311 -0.0174
O 2.3962 0.0791 19.0893 0.019 0.007 -0.0059
O 9.4365 10.2181 16.7765 0.0172 -0.0164 -0.0077
O 2.807 4.4319 11.7238 -0.001 -0.0003 -0.0134
O 5.0944 10.3039 19.0989 -0.0019 -0.0034 -0.0208
O 9.4464 3.2324 13.5096 0.0115 0.0049 -0.0304
O 0.4855 1.7427 19.9716 -0.003 0.0266 -0.0364
O 3.1763 1.3571 15.0783 -0.0027 0.0165 -0.0256
O 8.199 5.3522 19.0254 0.0104 -0.0104 -0.0148
O 3.9214 6.5845 17.405 -0.0092 -0.0051 -0.0225
O 4.6069 3.2794 16.3901 0.0062 -0.0158 -0.0084
O 9.0878 5.6588 14.3251 -0.0015 -0.0091 -0.0191
O 5.702 2.6055 22.0863 0.0108 0.0297 0.1211
O 10.7023 4.1381 15.6972 0.0066 -0.0018 -0.0173
O 0.3674 3.8513 18.2959 -0.0131 -0.0195 -0.0237
O 10.4541 10.4964 19.2291 -0.0105 -0.0134 -0.0267
O 9.6658 10.0145 14.0406 0.0183 -0.0241 -0.0147
O 11.0327 7.961 22.0251 0.0031 0.0003 0.0515
O 1.2148 2.1481 16.5463 0.0008 0.0074 -0.0471
O 9.7551 3.7194 20.4269 -0.022 0.0168 -0.0275
O 8.1665 4.0149 16.6856 0.0014 -0.0093 0.0048
O -0.0172 9.098 11.9192 0.007 0.0031 -0.0152
O 6.6151 2.406 18.0147 0.0051 0.0104 -0.0332
O 5.598 10.7108 11.2085 0.0007 0.0019 -0.026
O 7.7783 9.577 18.8558 0.0003 0.004 -0.0249
O 10.0496 1.0179 12.0755 0.0001 0.0352 -0.002
O 1.3188 6.9618 9.0898 0.0069 -0.0043 0.0149
O 0.648 4.7584 13.364 -0.0094 -0.0179 -0.0239
O 5.7389 7.6066 18.9897 -0.0095 -0.003 -0.0266
O 5.2566 5.078 11.5286 -0.0097 -0.0101 -0.0324
O 2.7406 6.9739 15.1322 0.0084 0.0062 -0.0151
O 0.9333 2.7367 11.4816 -0.0061 0.0031 -0.005
O 0.8858 10.6748 15.5617 -0.0218 0.0012 -0.0291
O 2.4333 8.5845 10.9286 -0.0211 0.0073 -0.0125
O 4.7111 2.4227 11.284 0.0137 0.0104 -0.0179
O 4.2748 3.5027 13.6884 0.0026 -0.0191 -0.024
O 2.228 4.6697 16.5065 -0.0118 0.0009 -0.02
O 10.7337 8.2385 15.7098 -0.0077 0.0145 -0.0019
O 6.9519 10.2797 14.673 -0.0109 0.0001 -0.0102
O 2.3636 8.9426 13.442 0.0118 -0.0084 -0.0194
O 8.0577 1.5043 15.9156 -0.0217 0.0104 -0.0179
O 4.1529 6.9844 12.8715 0.0059 0.0131 -0.0121
O 4.2031 1.9936 18.7146 0.015 0.0026 -0.0194
O 7.3309 4.4473 21.2867 0.0093 0.008 0.0159
O 8.4322 2.9258 11.1152 0.0009 -0.0242 -0.0138
O 1.208 6.8525 17.3738 0.0048 -0.0052 -0.0243
O 5.675 1.5618 14.773 0.0078 0.009 -0.0189
O 8.1488 9.7499 11.6037 -0.017 -0.0093 -0.0319
O 9.245 6.2629 21.2355 -0.0132 -0.0275 0.0033
O 8.9858 7.706 12.8622 -0.015 0.0086 -0.0034
O 1.6763 0.1141 11.902 -0.0198 -0.0009 -0.0032
O 6.6744 6.1304 17.0712 0.0024 0.0001 -0.0187
O 7.4221 7.7891 15.045 -0.0038 0.0053 -0.0269
O 1.2433 10.2641 21.2338 -0.0147 -0.0102 0.0108
O 10.0583 8.1838 18.3671 -0.0027 0.0078 -0.046
O 4.0059 0.8338 21.069 0.0109 0.0172 -0.0047
O 0.3484 5.3251 10.944 0.0184 -0.011 -0.0237
O 6.7156 1.5667 9.6595 -0.0041 0.016 0.007
O 4.7996 8.6969 14.6965 -0.0002 -0.0088 -0.0254

Results
free energy: -144194.275 eV
free energy less fixed offsets of As -4857.07, O -569.03, Si -635.61 eV per atom: -2.525 eV

The program warned: the cutoff lies below the one the program advises for these potential files; the exchange-correlation potential is rough where the density is thin.
